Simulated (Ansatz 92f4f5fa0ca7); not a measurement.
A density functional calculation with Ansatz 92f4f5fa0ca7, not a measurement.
Periodic cell of 234 atoms, Si134O100, from a study of silicon, its oxide and their interface. The atomic structure is a simulated model.

Settings: functional PBE; potential files Ansatz PAW; basis plane waves; wave-function cutoff 700 eV; density cutoff ratio 5; exchange-correlation grid ratio 2; k mesh 2 x 2 x 1, shifted by 0.5 0.5 0.5 of a step; self-consistency stop 5e-08 eV per atom in the density residual; occupations Fermi-Dirac, 0.05 eV; spin none; net charge 0.

Cell vectors (angstrom)
a  11.6125  -0.0682  0.1878
b  -0.3886  15.5098  -0.1854
c  -3.2656  -4.2851  22.3288

Atoms and the computed forces on them: element, x, y, z (angstrom), force x, y, z (eV/angstrom)
Si  1.9488  1.2819  -0.6575  -0.3355  -1.5971  -0.7077
Si  1.8318  4.4384  -1.0974  -0.1577  0.6156  3.4481
Si  1.8422  9.2227  -0.6706  -0.0783  0.7432  1.863
Si  1.4551  12.2182  -0.34  1.0942  3.1738  -1.0193
Si  5.7609  0.7373  -0.3282  -0.2748  2.7418  1.987
Si  5.7188  4.0585  -0.7746  0.2065  0.4823  1.3231
Si  5.5208  9.1545  -0.4897  0.0262  -0.9538  0.1478
Si  5.2632  12.1668  -0.1168  -0.3352  -0.9602  1.1708
Si  9.8455  1.1549  -0.2973  -0.6147  1.1668  -0.5723
Si  9.49  4.3129  -0.5403  -0.271  0.4589  -0.712
Si  9.552  9.2328  -0.6896  -0.9142  -0.7691  2.488
Si  8.912  12.3815  -0.4878  0.293  -0.9587  -0.2555
Si  3.7285  0.8162  0.8803  0.1945  -0.6287  -0.307
Si  3.7354  4.899  0.4754  -0.1346  -2.5553  -1.7915
Si  3.6222  8.7131  0.8306  -0.2631  0.7596  -0.3218
Si  3.3287  12.4026  1.1676  -0.2511  -0.9709  -0.5621
Si  7.79  0.6902  0.817  -0.1251  -0.6269  1.0094
Si  7.5682  4.7941  0.7082  -0.5113  0.4346  -0.6131
Si  7.4631  8.7366  0.7655  1.0169  0.1295  -0.5478
Si  7.2716  12.4086  1.1337  -0.7599  0.7909  -0.8615
Si  11.6907  0.7518  0.9759  0.6239  0.6566  -0.3211
Si  11.474  4.8792  0.5965  0.9733  -0.5387  -0.5841
Si  11.4427  8.7054  0.6979  -0.2787  0.3591  0.1352
Si  11.0811  12.5681  0.8973  -0.6896  0.1583  -0.6764
Si  3.7563  2.8786  1.9936  -0.1365  0.54  0.3322
Si  3.7036  6.6431  1.8545  -0.3533  1.2104  1.5373
Si  3.4283  10.4827  2.4875  2.0816  -0.2273  -0.9646
Si  3.2681  14.4108  2.1983  0.6412  1.0006  -0.3658
Si  7.644  2.8471  2.0232  0.0501  -0.8803  -0.0541
Si  7.5619  6.7851  2.0833  -1.2182  -0.176  -1.0581
Si  7.4249  10.5287  2.3889  -0.1887  -0.9552  -0.3814
Si  7.2706  14.3641  2.3264  0.6128  0.7632  -1.2528
Si  11.5885  2.8772  2.0691  -0.8295  0.0777  0.4354
Si  11.4492  6.755  2.0313  -0.1807  0.069  0.347
Si  11.1695  10.6698  2.293  0.8739  -1.0195  -0.0473
Si  11.169  14.4281  2.2199  -0.3867  0.1999  -0.2736
Si  1.7761  2.9027  3.4002  0.4608  -0.814  -1.2931
Si  1.7416  6.7106  3.3519  -0.0011  1.3837  -1.5317
Si  1.5649  10.5681  3.6413  -1.9536  0.0032  0.4124
Si  1.3496  14.4731  3.4189  0.6629  0.1051  1.201
Si  5.7292  2.7789  3.3513  -0.2231  0.9912  -0.6181
Si  5.5658  6.7911  3.3535  -0.0295  -0.4549  0.0423
Si  5.5452  10.4535  3.7612  -1.1451  1.9341  -0.2341
Si  5.3032  14.4504  3.4557  -0.9004  -0.2285  0.7334
Si  9.5058  2.8527  3.4501  0.7976  0.0137  -0.4083
Si  9.396  6.7363  3.3965  1.5185  0.7659  0.6356
Si  9.3051  10.5819  3.7046  0.439  -0.0299  1.0225
Si  9.2515  14.4518  3.5611  -0.1815  -0.2696  0.4668
Si  1.8518  1.0105  4.8209  0.0714  -0.3836  -0.8744
Si  1.7144  4.8344  4.5118  0.1706  -0.4709  2.1411
Si  1.5974  8.5694  4.8955  -0.2622  -0.3417  -0.2637
Si  1.5391  12.5776  4.8754  -0.6698  0.3762  0.5689
Si  5.7155  0.9816  4.7413  0.0693  -0.5406  0.7127
Si  5.6665  4.782  4.6092  0.4103  -0.0066  0.0408
Si  5.4352  8.5639  4.9589  0.3848  -0.9296  0.5332
Si  5.3138  12.6192  5.0715  0.5494  -0.5274  -0.961
Si  9.5519  0.961  4.8944  0.9488  0.0833  0.2452
Si  9.5063  4.844  4.708  -0.7436  -0.6109  0.4405
Si  9.3711  8.6007  5.0839  0.1699  -0.1456  -0.7725
Si  9.3088  12.5755  5.1089  -0.3524  0.0402  -0.9964
Si  3.7907  0.9871  6.0611  0.6133  -1.0861  -0.2922
Si  3.7289  4.7156  5.8464  -0.5353  0.5967  0.0389
Si  3.4783  8.5126  6.2814  -0.0353  0.4747  0.9269
Si  3.3728  12.5583  6.3962  -0.1819  0.1338  0.4307
Si  7.6181  1.0094  6.1753  -0.1911  0.0462  -0.1435
Si  7.532  4.8626  6.13  0.1394  -0.1056  -1.0923
Si  7.3833  8.5509  6.3588  -0.5072  0.211  0.2007
Si  7.3134  12.6849  6.344  -0.4029  1.4715  -0.3242
Si  11.6081  0.8787  6.2925  -1.5058  -0.5557  0.1149
Si  11.3738  4.7405  6.0728  0.4518  -0.4806  0.2223
Si  11.3187  8.5109  6.4878  0.2054  -0.4413  0.4835
Si  11.1645  12.5786  6.4928  1.2557  -0.5426  0.4961
Si  3.8352  2.8715  7.2431  -0.9119  0.6232  0.7158
Si  3.6795  6.4377  7.4542  0.0474  -0.5416  -0.2322
Si  3.2427  10.549  7.8321  0.4655  0.116  0.3548
Si  3.5692  14.7437  7.4504  -0.3793  0.4004  0.6406
Si  7.6268  2.9642  7.4403  0.4778  -0.2184  0.1107
Si  7.4955  6.5477  7.7056  0.0915  -0.2442  1.3751
Si  7.1749  10.7376  7.4504  0.1154  -0.8811  0.5926
Si  7.3601  14.8384  7.5993  0.0493  -0.6807  0.7116
Si  11.4694  2.7845  7.5182  0.9002  0.7737  -0.7089
Si  11.3204  6.3629  7.7228  -0.423  0.4649  -0.6796
Si  11.3806  10.504  7.8607  -0.7752  0.4325  -0.5562
Si  11.2745  14.6247  7.7533  0.5379  0.6028  0.3779
Si  1.8588  2.8846  8.589  0.052  0.6004  0.5924
Si  1.6907  5.9783  8.5894  0.7574  -2.2156  0.83
Si  1.2131  10.8502  9.6194  -0.3881  -0.639  0.4212
Si  1.7344  15.3547  8.9109  -0.9274  1.5207  -4.0787
Si  5.664  2.8886  8.6378  0.1271  0.193  1.0388
Si  5.4788  5.9531  9.0078  -0.3373  -1.0978  -0.2662
Si  5.3689  10.6935  8.9823  -1.5175  0.6092  -0.3212
Si  5.4147  15.2696  8.9963  0.0208  2.7612  -3.4682
Si  9.6034  2.9162  8.7692  -0.9836  -3.6583  -0.4756
Si  9.5097  5.902  9.1711  -0.2369  -0.8165  -2.3544
Si  9.1542  10.5014  8.6094  0.8828  0.8172  0.1929
Si  9.3382  15.214  8.9915  -0.7893  1.3975  -0.3124
Si  3.924  8.0322  12.9633  -1.5144  -2.6542  3.7644
Si  1.6861  -1.7268  11.5069  0.1629  -3.0161  -3.0447
Si  -0.1715  3.1617  14.0866  -1.899  0.7693  -0.3064
Si  -0.9845  8.8418  14.6164  3.1551  -0.3472  0.0266
Si  8.8828  9.6879  16.9883  1.8087  1.3062  -1.4264
Si  6.1564  -2.5078  11.0961  1.4829  -0.7093  1.9035
Si  2.6119  4.1146  18.8919  1.4678  2.5589  -1.9618
Si  9.2191  -0.7803  14.2661  -4.7793  -3.9936  5.9552
Si  1.9546  8.1904  15.0193  -2.3267  -0.4826  -0.8305
Si  8.6981  8.2525  10.8349  2.7731  0.3562  -3.7746
Si  6.2653  8.1433  17.1372  -0.0243  -2.2508  -0.2418
Si  0.5587  4.0119  16.8214  -0.1693  1.3252  0.9202
Si  0.0546  0.32  12.9444  -0.9578  1.0609  -0.3682
Si  -4.5066  -2.7966  13.6991  -0.1383  1.0048  -1.9064
Si  9.0204  10.7046  12.8864  0.9591  -0.2125  0.518
Si  0.168  6.3467  13.3623  1.0698  -0.1207  1.2585
Si  1.0298  -1.9167  17.003  -0.7463  -1.1795  -0.3366
Si  9.7638  4.2556  19.0665  -1.0747  0.7961  -3.6117
Si  1.3399  7.9219  11.1001  1.6821  1.2016  -3.8073
Si  9.1027  1.8424  15.7933  -2.2976  0.4397  -0.4066
Si  4.2879  9.1563  19.1136  -1.4932  -2.0001  0.3211
Si  6.8701  -2.3296  16.9603  3.4118  -0.5337  1.1988
Si  9.392  -2.7576  10.9599  -1.4593  1.6096  -0.5205
Si  5.2623  6.151  15.1299  -5.3994  -2.3794  -3.5962
Si  2.5628  6.1612  16.8053  3.7995  3.5631  0.703
Si  5.7655  8.1932  10.9107  0.1914  -2.0192  -0.4883
Si  10.612  -5.4264  19.9175  0.5752  -0.8554  -0.4717
Si  9.337  1.3703  18.6809  0.9495  -1.1661  0.8966
Si  6.4793  3.8853  16.0527  1.8139  -2.2692  -0.6218
Si  4.5027  2.3331  17.3454  -0.3268  1.3383  0.8199
Si  7.1131  5.5853  18.7216  -2.6993  -6.5247  -0.3984
Si  5.5619  -3.4857  19.3426  1.9296  3.1109  0.237
Si  -1.7438  -2.7119  16.418  -5.3743  -0.0935  -1.2068
Si  3.0365  -1.5322  18.9762  4.2171  0.6661  -0.6414
Si  1.5722  9.8824  19.8693  -2.5928  1.0876  -1.2399
Si  6.4662  0.2357  18.5935  -0.8009  -2.3814  -0.2877
Si  2.0034  -1.446  14.4346  -1.5278  -0.606  -2.0851
Si  2.5288  15.5764  16.2642  -2.0346  -4.7963  3.4419
O  9.2053  9.7313  18.5325  -0.103  -0.2765  0.3623
O  6.2914  -0.9639  17.4225  -1.0342  3.0307  1.4157
O  1.8043  2.8226  -1.1874  0.1512  -0.7043  -0.2375
O  2.0037  5.0713  -2.5395  -1.0397  1.7887  -3.7583
O  2.269  8.5684  -2.0972  0.4349  -0.0805  -0.7104
O  1.6125  10.8271  -1.1128  0.2181  -1.5863  -0.4215
O  8.6441  5.5362  18.8498  5.5894  -2.1307  1.2076
O  5.6219  0.1576  -1.8028  -0.0523  -0.302  -1.3587
O  6.2397  -3.4684  17.8918  -0.7144  -1.0979  -0.5508
O  5.9323  4.0344  -2.4277  -0.5934  0.3879  0.7632
O  1.9153  0.3911  -2.1228  0.0162  2.5457  1.6515
O  9.9812  -1.9723  15.2116  -0.3526  1.1678  -2.0972
O  5.6573  8.2715  -1.9085  -0.6315  0.4197  3.1489
O  5.3151  10.7115  -0.9305  0.2263  0.908  -0.1672
O  4.7783  13.326  -1.1226  -0.0144  0.0324  0.2415
O  9.5134  2.7887  -0.0075  0.4623  -1.7365  -0.1056
O  5.6246  1.4683  18.0802  -0.0387  0.4673  -0.1203
O  9.2638  4.162  -2.2033  0.2624  0.6447  0.2436
O  6.628  4.5616  17.4423  0.3993  2.6004  3.492
O  9.6594  9.1764  -2.2741  0.2852  0.0353  -2.2261
O  6.2225  4.9146  14.8534  1.4112  -0.3078  -0.5825
O  9.4314  10.807  -0.37  -0.0826  1.3013  -0.264
O  0.5354  -5.554  19.1939  0.8592  0.043  0.7396
O  1.8872  1.4419  9.5319  0.1404  0.5548  -0.3498
O  0.8748  12.1919  10.6019  0.736  1.3358  0.1733
O  1.8112  4.3614  9.4552  -0.1664  0.6939  -1.5226
O  1.7975  7.122  9.6954  -0.7071  1.7063  1.7504
O  5.9588  7.3772  15.6653  2.8329  4.5585  3.842
O  0.692  9.2264  14.9883  -2.5344  -0.7161  -0.9199
O  4.8724  8.7901  17.6539  0.6164  -0.4783  -0.1781
O  0.937  9.5113  10.6827  0.1514  -0.5721  -0.2291
O  5.699  1.4613  9.5356  -0.1121  -0.8686  -0.3341
O  7.6308  11.2804  13.5533  -0.0425  -0.7815  -0.1593
O  2.7265  7.9542  11.8506  2.6754  0.5357  1.6762
O  5.2827  -3.575  10.2454  0.6131  -0.3445  -0.7528
O  5.607  9.3701  9.8988  0.2322  0.9618  -1.0656
O  -1.0419  7.363  13.8341  -0.133  0.3402  0.7618
O  5.4639  14.5304  10.376  0.0363  -1.9405  2.8905
O  5.0497  6.8324  10.3445  0.2765  0.2528  0.0793
O  9.6498  -1.1534  10.5921  0.2139  -1.0497  0.6302
O  9.9614  -3.4257  12.3156  0.7152  -0.5909  0.9495
O  10.0126  0.0112  13.3111  6.1704  3.2917  -5.1558
O  9.6589  4.2664  9.6006  -0.3512  2.598  1.5856
O  8.8757  9.0838  9.3592  -0.5161  -1.2278  1.7187
O  9.0152  9.3942  11.8789  0.2061  1.3827  1.2384
O  9.8727  -3.6762  9.7751  0.4765  -1.1242  -1.3952
O  6.8271  6.9942  18.3149  -2.4659  7.0957  -2.8587
O  3.9047  5.7102  15.9887  0.546  0.1126  0.4859
O  2.6197  9.2269  18.9168  3.307  -1.1218  -1.0434
O  6.7042  -2.6992  15.4272  -1.081  -0.6064  -0.8364
O  8.537  0.3701  15.2395  0.6023  0.997  0.7088
O  11.8954  1.9466  13.2338  0.5195  -2.2256  -1.076
O  1.2892  5.4642  16.3616  -4.856  -4.0083  -0.8748
O  4.5718  6.4925  13.6631  -0.8541  2.7847  -1.5708
O  0.5996  3.074  15.4945  0.8883  0.0652  0.9183
O  9.2007  11.1519  16.2671  -0.1779  -1.4535  0.3312
O  0.5796  -0.555  11.5896  -1.422  1.4812  1.7986
O  5.1225  3.0361  16.0335  -1.0784  -0.9383  0.2293
O  2.3059  -2.1355  12.9267  0.3411  0.7606  1.5952
O  9.5451  1.3758  9.635  0.431  0.1588  -0.7723
O  -3.6674  -1.4146  13.3306  0.2869  -0.6924  -0.0222
O  7.7724  -2.9403  10.969  -1.8204  0.4164  -0.0946
O  5.2174  8.6897  12.3091  -0.4312  1.067  1.2278
O  8.0421  0.4033  18.6554  1.6295  0.9531  0.1076
O  -1.7722  8.688  15.9929  -0.8387  -0.0997  1.0307
O  10.0598  10.0372  14.0004  -0.7103  1.1778  -1.1259
O  9.6253  6.89  10.4118  -0.5814  1.8784  2.7839
O  3.3274  14.7804  17.4854  -0.5656  -0.6293  -0.4559
O  3.2096  8.8456  14.3318  3.021  0.1138  -2.9849
O  1.3762  3.4281  18.1385  -1.0176  -0.3088  -1.6023
O  7.7435  2.8379  16.0342  1.3074  -1.1305  -0.4565
O  1.4922  -2.5576  15.4864  0.0213  -0.0682  1.4634
O  5.8471  -2.7974  12.748  0.8926  0.2227  -0.0929
O  -0.5125  -2.3898  17.239  4.4803  0.9965  2.6191
O  7.2849  7.7343  11.1839  -1.4697  -0.9983  0.2702
O  0.7561  -0.3508  14.2343  0.7197  -0.2855  -0.4857
O  5.5131  4.3102  9.5759  0.1549  0.7051  -0.9838
O  1.2543  -0.3247  16.9012  1.5807  1.1821  -0.9395
O  7.3677  9.2459  16.7897  -1.0076  -0.0863  0.047
O  2.2757  7.829  16.5273  0.6949  -2.4552  1.7274
O  0.4384  6.9106  11.868  -1.9972  -1.3296  0.1391
O  2.5761  -1.0775  10.2691  0.9215  -2.1176  3.5859
O  10.0198  1.4649  17.1579  -0.8803  0.085  0.4428
O  8.88  2.879  19.0724  0.0701  -0.0382  0.3003
O  10.3415  -6.4054  21.125  -0.404  -2.5389  2.644
O  4.3969  -2.4076  19.5945  -2.5843  1.109  -0.7531
O  4.8949  8.1279  20.2847  0.0917  0.9313  0.2268
O  -1.7337  2.8096  14.482  0.4853  -0.4322  0.1876
O  -0.1879  4.7049  13.4986  0.6118  1.2498  -0.3436
O  1.8816  -2.4085  18.3189  -1.1703  -1.2418  -0.2739
O  10.0846  1.1693  -1.9582  -0.6496  -0.709  0.6951
O  4.0083  3.3778  18.5593  0.3427  -1.1996  -1.5385
O  1.6068  6.7739  14.1381  -1.3911  0.2926  0.053
O  3.2207  -0.5904  15.0251  1.0822  0.2467  -0.9103
O  8.5076  -2.2192  17.3608  -0.5253  -0.3436  -0.633
O  5.7144  2.4548  -0.4911  -0.11  -1.1817  -0.1757
O  3.2472  1.5044  16.7082  0.6958  4.7874  0.229
O  2.7802  5.7745  18.3628  -0.0721  -1.8157  1.4571
O  4.7275  10.5978  19.5288  -0.4016  -1.132  1.1467
O  -0.9786  4.2835  17.3888  0.0831  0.3486  1.3901

Results
free energy: -142051.804 eV
free energy less fixed offsets of O -569.03, Si -635.61 eV per atom: 22.936 eV
pressure: 1.38 GPa
stress xx, yy, zz, yz, xz, xy (GPa, positive in tension): -2.29, -0.15, -1.7, -0.48, 0.75, -2.14

The program warned: the cutoff lies below the one the program advises for these potential files.
